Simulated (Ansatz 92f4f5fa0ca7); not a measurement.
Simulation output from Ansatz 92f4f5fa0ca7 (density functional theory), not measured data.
Periodic cell of 256 atoms, Si144O112, from a study of silicon, its oxide and their interface. The atomic structure is a simulated model.
This geometry differs little from another in the collection (a relaxation step or a small displacement).

Settings: functional r2SCAN; potential files Ansatz PAW; basis plane waves; wave-function cutoff 800 eV; density cutoff ratio 5; exchange-correlation grid ratio 1; k mesh 1 x 1 x 1, shifted by 0.5 0.5 0 of a step; self-consistency stop 1e-10 eV per atom in the density residual; occupations fixed; spin none; net charge 0.

Cell vectors (angstrom)
a, 10.88, 0, 0
b, 0, 10.88, 0
c, -1.9305, -5.236, 35.9167

Atoms: element, x, y, z (angstrom)
Si, 1.6308, -1.6074, 0.0594
Si, 4.3438, 1.0441, 0.2414
Si, 1.0636, 4.4161, -0.0656
Si, 3.8399, -3.8293, 0.0187
Si, -4.3221, -1.165, 0.1474
Si, -1.6592, 1.706, 0.0236
Si, 6.9816, 3.8886, 0.2452
Si, -1.1988, -4.2688, 0.1124
Si, 2.7409, -0.0904, 1.4727
Si, 5.4266, 2.6939, 1.4824
Si, 2.6779, -5.4122, 1.308
Si, 5.3867, -2.724, 1.4253
Si, -2.6961, 0.023, 1.3365
Si, 0.0169, 2.7571, 1.278
Si, 8.1699, 5.4556, 1.4795
Si, 0.026, -2.7238, 1.3705
Si, 1.3461, 1.3673, 2.6669
Si, 4.0279, 4.1028, 2.7024
Si, 1.3577, -4.0892, 2.7636
Si, 4.0704, -1.4108, 2.8619
Si, 6.8227, 1.3291, 2.7952
Si, 9.5649, 4.0689, 2.7677
Si, 6.773, 6.8114, 2.7545
Si, -1.3436, -1.3419, 2.6885
Si, 0.002, 0.0133, 4.0557
Si, 2.6939, 2.7193, 4.0524
Si, 0.0101, 5.4329, 4.1264
Si, 2.7003, -2.7599, 4.165
Si, 5.4505, -0.0177, 4.1477
Si, 8.1825, 2.7128, 4.1137
Si, 5.4114, 5.4341, 4.0779
Si, 8.162, -2.6993, 4.0645
Si, 1.3503, -1.4237, 10.8527
Si, 4.1138, 1.3327, 10.8371
Si, 1.3274, 4.0932, 10.8601
Si, 4.0556, -4.0385, 10.8758
Si, 6.7995, -1.3163, 10.9053
Si, -1.4146, 1.3409, 10.8951
Si, 6.8267, 4.0504, 10.8302
Si, -1.3293, 6.7942, 10.8268
Si, 2.7572, -0.075, 12.133
Si, 5.5041, 2.6696, 12.1823
Si, 2.6544, 5.5, 12.2029
Si, 5.4243, -2.6664, 12.2364
Si, -2.7307, -0.0054, 12.3468
Si, -0.0452, 2.7157, 12.1975
Si, 8.1923, 5.4369, 12.1379
Si, 0.0055, -2.7805, 12.2529
Si, 1.3361, 1.2666, 13.3936
Si, 4.0804, 4.1045, 13.3615
Si, 1.3551, -4.0927, 13.7206
Si, 4.0663, -1.3542, 13.6492
Si, -4.0797, 1.3692, 13.74
Si, -1.3461, 4.1221, 13.5658
Si, 6.8202, -4.0694, 13.4608
Si, -1.373, -1.4566, 13.6438
Si, 0.2923, -0.2902, 14.7968
Si, 2.8586, 2.5553, 14.538
Si, -0.2677, -5.2472, 15.0164
Si, 2.5202, -2.4817, 15.0216
Si, 5.0515, 0.3243, 14.9771
Si, -3.0057, 3.156, 14.8708
Si, 5.5746, 5.3005, 14.6827
Si, -2.5583, -3.0671, 14.9496
Si, -0.4251, 3.2699, -4.8665
Si, 4.2215, -3.1517, 24.3618
Si, 7.8371, -3.0214, -2.109
Si, 2.2556, -3.2831, -3.8143
Si, 1.4215, -4.0005, -6.7511
Si, 7.614, -0.8908, -7.0132
Si, -0.2245, -1.7225, 21.4729
Si, -2.3561, 2.1067, 20.4075
Si, 4.3032, 2.7036, -6.9491
Si, -0.4798, 2.8346, -9.2466
Si, 2.8527, -4.7342, -9.1161
Si, 5.086, 0.9927, 17.7871
Si, 1.0114, -0.5469, -2.8342
Si, -1.0939, 0.0475, 17.4349
Si, 7.7303, 2.2489, 17.6163
Si, 1.5522, 4.7928, -3.039
Si, 4.2396, 3.6664, -4.0727
Si, -2.6314, 0.6111, -9.6994
Si, 1.6105, -2.5165, -10.6352
Si, 5.6924, -5.2628, -2.0901
Si, -1.4773, 1.0392, -3.0077
Si, 0.2666, 0.9735, 20.088
Si, 1.225, -4.1112, 20.7623
Si, 2.3373, 3.5281, 23.8969
Si, 1.7414, -4.5699, 23.6078
Si, 2.0668, -1.138, -7.957
Si, 1.6295, 4.2684, 16.9192
Si, 1.2997, 1.7056, -6.9299
Si, 7.6626, -0.9628, -4.0426
Si, -1.132, 5.1094, -7.2788
Si, 4.5426, -1.3867, -3.951
Si, -0.8578, -3.0574, 24.0774
Si, -1.3636, -2.1901, -10.6634
Si, 5.7458, -2.3657, 21.9217
Si, 2.6242, 2.3698, 18.9981
Si, 3.8745, -4.3688, 17.0545
Si, 4.1561, -4.2369, 20.0505
Si, 4.8379, 4.1709, -9.625
Si, 6.7913, -0.4299, 19.8949
Si, 6.7534, 3.4453, 22.5584
Si, 4.6658, -0.3577, -6.7642
Si, 4.0701, 3.8561, 21.2819
Si, -2.6997, -2.3808, 17.8147
Si, 5.5452, -3.8737, -9.8403
Si, -2.644, -3.4799, -8.3319
Si, 3.5089, 1.0458, -2.6079
Si, -1.4766, -3.9142, 19.8944
Si, 7.9527, -4.5886, 22.3362
Si, 1.3396, -1.3466, 5.4521
Si, 4.0601, 1.3746, 5.4366
Si, 1.3672, 4.0566, 5.4543
Si, 4.0841, 6.7683, 5.4798
Si, 6.8171, -1.3788, 5.4708
Si, -1.3437, 1.3445, 5.4494
Si, 6.7874, 4.0828, 5.4334
Si, 9.5037, 6.8089, 5.4401
Si, 2.7077, 0.0125, 6.8063
Si, 5.4252, 2.729, 6.794
Si, 2.7273, 5.4047, 6.8097
Si, 5.4483, -2.7404, 6.8155
Si, -2.7044, -0.0094, 6.8012
Si, 0.0111, 2.6987, 6.8069
Si, 8.1374, 5.4483, 6.8008
Si, -0.0215, -2.7107, 6.8032
Si, 1.3524, 1.3532, 8.1941
Si, 4.0791, 4.0746, 8.183
Si, 1.3579, 6.7827, 8.1169
Si, 4.0802, -1.3618, 8.1363
Si, 6.7967, 1.3538, 8.1166
Si, -1.3679, 4.0632, 8.123
Si, 6.7953, -4.0801, 8.1951
Si, -1.3683, -1.3569, 8.1786
Si, -0.0155, -0.0124, 9.5529
Si, 2.7216, 2.7181, 9.5404
Si, -0.007, 5.4276, 9.4621
Si, 2.7095, -2.7336, 9.4664
Si, 5.4588, -0.0066, 9.4782
Si, 8.1582, 2.6943, 9.4736
Si, 5.4261, 5.4403, 9.5474
Si, 8.1544, -2.7003, 9.5452
O, 6.9973, 0.9774, -10.6945
O, -1.4214, -4.1558, 15.4222
O, 3.9595, 1.528, 15.1494
O, 5.2413, -0.0854, 16.5668
O, -0.131, -5.3933, -0.3875
O, 2.7503, -2.6947, -0.479
O, -0.6822, -1.8661, 23.0039
O, 3.8316, -2.838, -3.7365
O, 2.7489, 5.3769, 17.216
O, 6.6675, 4.2061, 15.1629
O, 7.5382, -2.6255, 16.3395
O, 2.059, 3.3092, 15.7133
O, 4.6976, -2.9452, 20.8343
O, -1.4018, 2.3504, -3.9525
O, 5.5074, 0.0135, -0.2777
O, 4.4818, -4.4911, -1.333
O, 8.057, 2.7995, -0.3057
O, 0.2694, 2.0391, -8.0945
O, 7.0647, -1.9168, -1.2058
O, 7.9348, 0.3507, -3.1212
O, 3.3205, 4.7562, -9.8182
O, -1.8504, -4.211, 23.4919
O, -2.4142, 2.99, 16.3932
O, 4.5726, 5.3687, 20.9623
O, 0.6719, 2.2637, -5.5406
O, 6.3187, 4.5625, -1.0595
O, 1.4798, -2.4879, -7.3015
O, 1.4431, 0.0919, -7.0876
O, -1.1122, 1.344, -1.4642
O, 7.954, 2.7763, 21.7369
O, 1.4046, -1.3373, 15.4187
O, 0.2613, 4.9975, 16.4428
O, -0.7975, 4.3103, -8.6594
O, 7.0534, 5.0248, 22.7243
O, 3.1707, -3.0353, 16.4312
O, 1.8029, 1.4417, 20.0355
O, -1.785, 3.3928, 24.6669
O, 4.2747, 2.1515, -3.4933
O, 8.016, 0.5656, 20.2767
O, 4.6164, -4.1612, 18.4902
O, 1.7877, -1.2993, -9.5538
O, 2.7135, 2.4602, -7.1539
O, 2.7416, 4.2122, -3.9447
O, 5.3786, 3.0928, 21.8133
O, -0.7445, 2.1572, 20.5041
O, -2.4977, -2.2777, -7.2759
O, 0.7994, 3.0185, 24.0952
O, 3.6617, -0.9174, -7.8835
O, 8.1041, -0.4735, -5.5265
O, 2.217, 5.0347, 24.4807
O, 1.5878, 4.0585, -1.5818
O, 1.1351, -2.555, 21.2056
O, 6.8103, -4.1915, -2.5498
O, -1.3684, -2.4038, 20.5318
O, 1.5397, 3.3013, 18.2178
O, 1.9522, -3.9403, -5.2484
O, 1.4393, -1.9065, -3.5948
O, -1.794, 1.9929, -9.6588
O, 2.559, -4.3089, 19.9323
O, -0.3978, 0.4896, 16.0528
O, 0.4795, 2.8974, -10.5347
O, 3.1387, -3.802, 23.3508
O, 7.8618, 0.2271, -8.1637
O, -1.3368, -1.542, 17.526
O, 0.5926, -3.7334, 24.3866
O, 5.2048, 4.7414, -3.3528
O, 6.7966, -3.2775, -9.0411
O, 0.0281, -4.4856, 19.7419
O, 4.2175, -0.4054, -2.7138
O, -0.0989, 0.4662, 18.6092
O, -0.4017, -0.0897, -3.4526
O, 7.2207, -1.6125, 18.8667
O, 4.0074, -0.6931, -5.3175
O, -1.2501, 4.0489, -6.0456
O, 2.8764, 3.6395, 22.3659
O, 4.9727, 1.2262, -6.9006
O, 3.6195, 3.2828, 19.8589
O, 1.6666, -3.9735, -9.9062
O, 5.5687, 0.358, 19.1898
O, 4.1441, -3.7405, -9.0307
O, 3.5664, 1.5845, -1.088
O, 1.9823, 0.7457, -3.0666
O, 4.6431, 3.5426, -5.6193
O, -2.4432, -2.2543, -3.4105
O, 4.9443, 3.603, -8.1218
O, -0.0491, -4.6418, -6.8628
O, 5.1264, -2.2059, 23.4099
O, -1.7988, -0.6737, -10.2514
O, 0.9604, -0.8862, -1.2439
O, -1.8269, -3.6392, -1.2525
O, 3.3912, 2.5866, 24.6916
O, 6.1366, -1.4841, -4.0505
O, -2.2703, -3.791, 18.4999
O, 7.0082, -3.3281, 22.0926
O, -2.483, -4.9182, -7.6051
O, -2.5577, 0.7328, 17.5511
O, 4.9906, -4.8654, 16.0141
O, 1.1578, -4.9766, 22.1374
O, 5.2395, 2.961, -10.5731
O, 6.0309, -1.1706, -6.9614
O, 0.222, 4.3972, -3.8837
O, 8.0692, 2.8954, 19.0585
O, 1.7822, -4.4804, -2.8101
O, 0.0726, -0.1901, 21.1739
O, -2.2109, -4.9117, 20.9248
O, -1.482, -3.233, -9.4343
O, 2.3799, -4.9974, -7.5996
O, 6.6382, 2.8939, 24.0686
O, 5.8251, 5.4107, -9.9906
O, 6.2627, -0.9696, 21.3214
O, 6.1193, 2.2075, 17.4263
O, 3.5617, 1.5147, 17.9842

Results
free energy: -155993.061 eV
free energy less fixed offsets of O -570.45, Si -639.56 eV per atom: -6.021 eV

Forces (eV/angstrom), in the order of the atoms: element, x, y, z
Si, 0.005, -0.0021, 0.0158
Si, 0.0038, -0.0029, 0.0125
Si, -0.0033, 0.0017, 0.0221
Si, -0.0003, 0.0025, 0.0167
Si, -0.0009, 0.0048, 0.0131
Si, -0.0025, 0.0031, 0.0228
Si, 0.0024, -0.001, 0.011
Si, 0.0028, -0.0038, 0.0148
Si, -0.0012, 0.0017, -0.0046
Si, -0.001, 0.0003, -0.0041
Si, 0.0023, -0.0015, -0.0054
Si, 0.0015, -0.0029, -0.0043
Si, 0.0009, -0.0004, -0.0027
Si, 0.0001, -0.0008, -0.0049
Si, -0.0002, 0.0024, -0.005
Si, 0.0002, 0.0031, -0.0028
Si, 0.001, 0.0003, 0.0011
Si, -0.0009, -0.0002, 0.0022
Si, 0.0006, 0.0002, 0.0012
Si, 0.001, -0.0007, 0.0014
Si, 0.0002, 0.0004, 0.0029
Si, 0.0013, 0, 0.0012
Si, 0.0012, 0.0007, 0.0011
Si, 0.0002, 0.0006, 0.0025
Si, 0.0013, 0.0002, 0.0007
Si, -0.0001, 0.0012, 0.0003
Si, 0.0015, 0.0007, 0.0011
Si, 0.0003, -0.0008, -0.0015
Si, 0.0025, 0.0008, 0.0003
Si, 0.0004, -0.0003, 0.0013
Si, -0.0004, 0.0005, -0.0006
Si, 0.0014, 0.0001, 0.0005
Si, -0.0009, 0.0001, 0.0003
Si, -0.0006, -0.0008, -0.0005
Si, 0.0004, 0, 0.0017
Si, 0.0003, -0.0019, 0.0007
Si, 0.001, -0.0012, 0.0004
Si, -0.0004, 0.0003, 0.0002
Si, -0.0003, -0.0004, -0.0007
Si, 0.0001, 0.0017, -0.001
Si, 0.0009, 0, -0.0008
Si, 0.0009, -0.0011, 0.0007
Si, 0.0008, 0.0014, 0.0008
Si, -0.0009, 0.0008, -0.0003
Si, -0.0007, 0.0009, 0.0002
Si, -0.0007, 0.0007, 0.0012
Si, 0.0007, 0.0001, 0.0003
Si, 0.0029, -0.0019, 0.0001
Si, 0.0003, 0.0008, -0.0049
Si, 0.0009, -0.0006, -0.0023
Si, -0.0014, 0.0011, -0.0007
Si, -0.0006, -0.0006, -0.0039
Si, -0.0002, 0.0005, 0.0002
Si, 0, 0.0009, -0.0052
Si, -0.0006, -0.0022, -0.0048
Si, 0.0003, -0.0047, -0.0007
Si, -0.004, 0.0029, 0.0235
Si, -0.0044, 0.0059, 0.0184
Si, 0.0026, -0.0042, 0.0196
Si, 0.003, -0.005, 0.024
Si, 0.0036, -0.0042, 0.0273
Si, 0.0065, -0.0018, 0.0243
Si, -0.0051, 0.0033, 0.0267
Si, -0.0052, 0.0056, 0.0297
Si, 0.0013, 0.0006, -0.004
Si, 0.0077, -0.0021, -0.0238
Si, -0.0009, 0.0018, 0.0216
Si, -0.0011, -0.0028, 0.0014
Si, -0.0053, 0.0043, -0.0233
Si, -0.0017, -0.0039, -0.0219
Si, -0.0005, -0.0023, -0.0101
Si, -0.0003, -0.0003, 0.003
Si, -0.0012, 0.0007, -0.0216
Si, 0.0013, -0.0021, -0.0259
Si, 0.0031, 0.0067, -0.0173
Si, -0.0011, 0.0054, 0.0263
Si, 0.0001, -0.0014, 0.0085
Si, 0.0039, 0.0001, 0.0271
Si, -0.0058, -0.0029, 0.0297
Si, 0.0027, -0.0049, 0.0053
Si, -0.0017, -0.0022, -0.0001
Si, 0.0021, 0.0006, -0.0221
Si, -0.0029, 0.0033, -0.015
Si, 0.0001, -0.0004, 0.0209
Si, 0.0012, -0.0011, 0.0094
Si, -0.0072, -0.0071, 0.0024
Si, 0.0003, 0.0047, -0.0081
Si, 0.0058, 0.0065, -0.0249
Si, -0.0001, -0.0018, -0.0186
Si, 0.001, -0.0017, -0.0155
Si, 0.0079, -0.005, 0.0267
Si, -0.0013, 0.0008, -0.0241
Si, -0.0029, 0.0018, -0.0002
Si, -0.0012, 0.0053, -0.0164
Si, -0.0011, 0.0009, -0.0055
Si, 0.0009, 0.0019, -0.0282
Si, -0.0042, 0, -0.024
Si, -0.0002, 0.0042, -0.0107
Si, 0.0003, -0.0016, 0.0093
Si, 0.0026, -0.0021, 0.0309
Si, -0.0218, -0.0072, -0.0023
Si, 0.0049, -0.005, -0.0278
Si, -0.0041, 0.0011, 0.006
Si, 0.0038, -0.0045, -0.0134
Si, 0.0046, -0.0009, -0.0197
Si, -0.0041, 0.0016, -0.0108
Si, -0.0001, -0.0008, 0.0269
Si, -0.0025, 0.0048, -0.0158
Si, 0.0015, 0.0027, -0.0194
Si, 0.0018, 0.0076, 0.0087
Si, -0.0017, 0.0012, 0.0028
Si, 0.0054, 0.0033, -0.0155
Si, -0.001, 0.0001, 0.0011
Si, -0.0012, 0.0006, 0.0004
Si, 0.0013, 0.0005, 0.0011
Si, 0.0004, -0.0001, 0.0013
Si, 0.0019, 0.0006, 0.0018
Si, 0.0012, -0.0001, 0.0011
Si, -0.0013, 0.0004, 0.0004
Si, -0.0007, 0.0003, 0.0007
Si, 0.0001, -0.0007, 0.0008
Si, 0.0003, -0.0009, 0.0004
Si, -0.0004, 0.0004, 0.0006
Si, 0, -0.0005, 0.0011
Si, 0.0001, -0.0004, 0.0008
Si, 0.0003, 0.0001, 0.0006
Si, 0.0004, -0.0009, 0.0006
Si, 0, -0.0012, 0.0008
Si, 0.0002, -0.0006, 0.0004
Si, 0.0001, -0.0012, 0.0002
Si, 0, -0.0007, 0.0003
Si, -0.0002, -0.0004, 0.0008
Si, 0.0002, -0.0011, 0.0008
Si, -0.0002, -0.0009, 0.0007
Si, -0.0002, -0.0005, 0.0007
Si, 0.0005, -0.0003, 0.001
Si, 0.0013, -0.0004, 0.0001
Si, 0.0009, -0.0002, 0.0005
Si, 0.0001, -0.0009, 0
Si, 0.0016, -0.0005, 0
Si, -0.0009, -0.0002, -0.0005
Si, 0.0005, -0.0004, -0.0005
Si, 0.0021, 0.0008, 0.0008
Si, 0.0007, -0.0005, 0.0001
O, 0.0037, 0.0009, 0.0102
O, 0.0009, 0.0015, -0.0003
O, -0.0022, 0.0029, -0.0009
O, -0.0033, 0.0014, -0.0283
O, -0.0017, 0.0032, 0.001
O, -0.0003, 0.0014, -0.0033
O, -0.0001, -0.003, 0.0124
O, 0.0011, 0.0002, -0.0015
O, 0.0008, -0.003, -0.0186
O, -0.0045, 0.0039, -0.0051
O, 0.0062, -0.0097, -0.0319
O, 0.0104, -0.0079, -0.0175
O, -0.0072, 0.0011, 0.003
O, -0.0003, 0.0017, -0.0015
O, -0.0008, 0.0009, -0.0045
O, 0.0102, -0.0063, -0.0198
O, -0.0007, -0.0013, -0.0045
O, 0.01, -0.0039, 0.0188
O, 0.0071, -0.0108, -0.0192
O, 0.0014, -0.0029, -0.004
O, 0.0013, 0.0009, 0.0104
O, 0.0052, 0.0021, 0.0076
O, 0.0009, 0.0037, -0.0313
O, -0.0046, 0.0026, 0.0015
O, -0.0025, 0.0022, 0.0059
O, -0.0035, 0.0084, -0.0195
O, 0.0002, -0.0049, 0.0101
O, 0.0015, 0.0056, 0.0061
O, 0.0044, -0.0031, -0.0203
O, -0.003, 0.0016, 0.0057
O, 0.0015, 0.0016, -0.0128
O, -0.0074, 0.0085, -0.025
O, -0.002, 0.0051, 0.0086
O, -0.005, -0.001, 0.0148
O, -0.0076, 0.0098, -0.0272
O, 0.0006, 0.0016, -0.0022
O, 0.0066, -0.0013, 0.0096
O, -0.0004, 0.0008, -0.0036
O, 0, 0.0008, -0.0044
O, -0.0026, 0.0003, -0.0096
O, 0.0022, 0.0023, 0.0132
O, 0.0051, -0.0004, 0.0063
O, 0.0038, -0.0014, -0.0001
O, 0.0006, -0.0014, 0.006
O, 0.0072, -0.0087, 0.0026
O, -0.0029, 0.0083, 0.0122
O, -0.0068, -0.0057, 0.0125
O, 0.0039, 0.0035, 0.0153
O, 0.0033, 0.0043, 0.0085
O, -0.0027, 0.0001, 0.0024
O, 0.0051, -0.0004, -0.0198
O, 0.0061, -0.0089, -0.0006
O, 0.0001, -0.0006, -0.0048
O, -0.0006, 0.0028, -0.0082
O, -0.0031, 0.0093, -0.0106
O, 0.0034, -0.0008, 0.0088
O, 0.0011, 0.0005, 0.0013
O, 0.0022, 0.0011, 0.0091
O, -0.0034, 0.016, 0.0054
O, 0.0046, -0.0083, -0.0238
O, -0.0037, 0.0035, 0.0103
O, 0.0012, 0.0006, 0.0121
O, -0.0045, -0.0035, 0.0139
O, 0.0003, 0.0018, -0.0024
O, -0.0021, 0.0001, 0.0038
O, 0.0013, 0.0001, -0.0041
O, 0.0065, 0.0012, 0.0081
O, -0.0008, 0.0048, -0.0011
O, 0.0011, 0.0002, -0.0028
O, -0.0077, -0.0006, -0.0059
O, 0.0028, -0.0006, -0.0033
O, 0.0038, -0.0033, -0.0082
O, 0.0004, -0.0019, 0.0068
O, -0.0014, -0.0014, 0.0092
O, -0.0015, 0.0026, 0.0147
O, 0.0028, -0.0019, 0.0036
O, -0.0004, 0.0005, 0.0012
O, 0.0014, -0.0025, 0.0111
O, -0.0029, 0.0017, -0.01
O, -0.0032, -0.0013, 0.008
O, -0.003, 0.0038, -0.0162
O, 0.0009, -0.0007, -0.0072
O, 0.0037, -0.0013, 0.0043
O, 0.0021, 0.0013, -0.0038
O, 0.0002, -0.006, 0.0133
O, 0.0036, 0.0005, 0.0048
O, 0.0005, -0.002, 0.0103
O, -0.0034, 0.0073, 0.0164
O, -0.0047, 0.0078, -0.0202
O, -0.0073, 0.0059, -0.0196
O, 0.0006, -0.0025, 0.0107
O, 0.0018, 0.0007, 0.0026
O, -0.003, 0.0057, -0.0088
O, 0.0013, 0.0004, 0.0006
O, 0.0039, -0.0035, 0.0085
O, 0.0019, 0.0033, -0.0124
O, 0.0129, -0.0059, -0.0296
O, -0.004, 0.0039, 0.0077
O, -0.0045, 0.0141, 0.0112
O, -0.0031, 0.0034, 0.0029
O, -0.0013, 0.0008, 0.001
O, -0.0047, -0.0011, -0.0124
O, 0.0032, 0.0028, 0.0026
O, -0.0018, 0.0101, -0.0113
O, -0.0045, 0.0035, 0.0039
O, -0.003, -0.0035, 0.0116
O, -0.0017, 0.0007, 0.0154
O, 0.0067, 0.0029, 0.016
O, 0.0008, 0.0005, 0.0069
O, 0, -0.0026, -0.0028
O, -0.0022, -0.0016, -0.0052
O, 0.0044, -0.0019, -0.0073

The program warned: the cutoff lies below the one the program advises for these potential files; the forces do not sum to zero within the program's tolerance; empty levels may hold ghost states of the PAW files; the exchange-correlation potential is rough where the density is thin.
